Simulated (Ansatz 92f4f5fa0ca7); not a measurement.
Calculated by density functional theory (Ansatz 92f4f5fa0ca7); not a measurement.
Periodic cell of 294 atoms, Si194O100, from a study of silicon, its oxide and their interface. The atomic structure is a simulated model.
Doubt: the cutoff is far below the 930 eV that the study's wrapper takes by default for these files, so forces and energies are approximate.
This geometry differs little from another in the collection (a relaxation step or a small displacement).

Settings
functional: PBE
potential files: Ansatz PAW
basis: plane waves
wave-function cutoff: 580 eV
density cutoff ratio: 5
exchange-correlation grid ratio: 1
k mesh: 1 x 1 x 1, Gamma-centred
self-consistency stop: 5e-08 eV per atom in the density residual
occupations: fixed
spin: none
net charge: 0

Cell vectors (angstrom)
a  11.6015  0  0
b  0  10.938  0
c  0  0  41.6666

Atoms and the computed forces on them: element, x, y, z (angstrom), force x, y, z (eV/angstrom)
Si  0  0  0.9665  -0.0079  0.0154  -0.0076
Si  3.8672  0  0.9665  -0.0089  0.0597  -0.0132
Si  7.7343  0  0.9665  0.0064  0.0584  -0.0058
Si  1.9336  1.3673  0.9665  -0.0016  -0.0265  0.0017
Si  5.8008  1.3673  0.9665  0.0049  -0.0815  -0.004
Si  9.6679  1.3673  0.9665  0.0097  0.0137  0.0177
Si  0  5.469  0.9665  0.0035  0.0073  0.0016
Si  3.8672  5.469  0.9665  0.0058  0.0281  -0.0166
Si  7.7343  5.469  0.9665  -0.0017  0.0342  0.0098
Si  1.9336  6.8362  0.9665  -0.0075  -0.0361  -0.0161
Si  5.8008  6.8362  0.9665  -0.0023  -0.0535  0.0157
Si  9.6679  6.8362  0.9665  0.0004  -0.0422  0.0134
Si  1.9336  2.7345  40.6995  0.0191  0.0425  -0.0177
Si  5.8008  2.7345  40.6995  -0.0213  0.1057  -0.0299
Si  9.6679  2.7345  40.6995  0.004  -0.0544  0.0325
Si  0  4.1018  40.6995  -0.0017  0.0033  0.028
Si  3.8672  4.1018  40.6995  -0.0013  -0.0364  -0.0001
Si  7.7343  4.1018  40.6995  0.0044  -0.0152  0.0204
Si  1.9336  8.2035  40.6995  -0.0091  0.0654  -0.0186
Si  5.8008  8.2035  40.6995  -0.0276  0.0248  0.0174
Si  9.6679  8.2035  40.6995  -0.0027  -0.0101  0.0477
Si  0  9.5708  40.6995  -0.0159  -0.0155  -0.0043
Si  3.8672  9.5708  40.6995  -0.0124  -0.0826  -0.0326
Si  7.7343  9.5708  40.6995  -0.0097  -0.0629  -0.0131
Si  0  0  4.8337  0.0021  0.0672  -0.0147
Si  3.8672  0  4.8337  0.023  0.0637  0.0023
Si  7.7343  0  4.8337  0.0774  -0.0925  0.1424
Si  1.9336  1.3673  4.8337  0.0586  -0.0333  -0.0874
Si  5.8008  1.3673  4.8337  0.0272  -0.0339  0.1845
Si  9.6679  1.3673  4.8337  -0.1082  -0.0003  -0.0606
Si  0  5.469  4.8337  -0.0059  0.0896  -0.1766
Si  3.8672  5.469  4.8337  0.0688  0.0399  -0.1875
Si  7.7343  5.469  4.8337  -0.0683  -0.0197  0.0117
Si  1.9336  6.8362  4.8337  0.0278  -0.1135  -0.2376
Si  5.8008  6.8362  4.8337  0.0635  -0.042  0.1847
Si  9.6679  6.8362  4.8337  0.0204  -0.0864  0.2318
Si  1.9336  2.7345  2.9001  0  0.0119  -0.0211
Si  5.8008  2.7345  2.9001  0.0215  0.0875  0.0067
Si  9.6679  2.7345  2.9001  -0.0009  -0.0047  -0.0077
Si  0  4.1018  2.9001  0.0103  0.0001  -0.014
Si  3.8672  4.1018  2.9001  0.0032  -0.0008  -0.0129
Si  7.7343  4.1018  2.9001  0.0156  -0.0528  0.0126
Si  1.9336  8.2035  2.9001  0.0136  -0.0092  -0.0254
Si  5.8008  8.2035  2.9001  0.0086  0.0877  0.0276
Si  9.6679  8.2035  2.9001  -0.0107  0.0792  0.0368
Si  0  9.5708  2.9001  0.0009  -0.005  -0.0123
Si  3.8672  9.5708  2.9001  0.0087  -0.0444  -0.008
Si  7.7343  9.5708  2.9001  -0.0014  -0.0621  0.0134
Si  1.6486  0.1603  28.9061  -0.0113  -0.0087  -0.0192
Si  4.3565  -0.3149  29.9784  0.0299  0.015  -0.0138
Si  8.0901  -0.0892  30.9976  -0.0138  0.0444  0.0322
Si  -1.3067  0.6436  31.7246  0.0181  0.0285  -0.0548
Si  6.5182  1.7464  30.755  0.017  -0.0339  0.0097
Si  12.2866  1.8836  31.1867  -0.0318  -0.0385  0.0131
Si  0.2835  4.7407  30.8905  -0.0269  -0.0011  -0.0234
Si  4.6789  6.3465  31.4677  -0.0064  0.0028  0.0007
Si  8.7008  6.1666  31.5922  -0.0024  -0.0029  -0.0351
Si  2.4228  6.9754  30.8401  0.0226  -0.0045  0.0377
Si  6.749  6.2009  30.2853  -0.009  0.0082  0.0275
Si  10.3051  6.0674  29.7797  0.0026  0.0031  0.022
Si  1.9624  2.8751  32.9912  0.0161  -0.0127  -0.0028
Si  6.0237  2.9239  32.7994  -0.023  -0.015  -0.0163
Si  9.7936  2.584  33.1426  -0.0289  -0.0082  -0.0048
Si  -0.0101  4.1424  33.1549  -0.009  0.0037  0.0143
Si  4.0452  4.2922  32.8014  0.0044  0.0065  0.0003
Si  8.0543  4.2088  32.9541  0.033  -0.0014  0.0111
Si  1.6906  8.2879  32.7769  0.014  0.0137  -0.0274
Si  5.5146  8.0607  32.9996  -0.0145  0.0105  -0.0125
Si  9.3742  8.0201  33.0237  0.0235  0.0084  0.0016
Si  -0.3863  9.6032  32.8979  -0.0119  -0.0007  0.0115
Si  3.6785  9.5548  32.9476  0.0004  -0.041  0.0073
Si  7.5235  9.4569  32.9067  -0.0113  0.0203  -0.017
Si  -0.0395  -0.0591  34.9073  -0.0115  -0.0123  -0.0041
Si  3.8606  0.0816  34.8045  -0.0057  0.0072  0.0064
Si  7.6578  -0.0358  34.8399  0.0052  -0.0073  -0.017
Si  1.9087  1.3881  34.8533  0.0028  0.0094  -0.0013
Si  5.8249  1.4612  34.7536  0.0007  -0.0083  0.0049
Si  9.6326  1.2831  35.0409  0.015  0.0409  0.0745
Si  -0.0491  5.5708  34.9813  0.0136  -0.0019  0.0033
Si  3.8212  5.4578  34.8591  0.0197  -0.0045  -0.0022
Si  7.7424  5.4384  34.9671  -0.0086  -0.0082  0.006
Si  1.8864  6.9048  34.7817  -0.0025  0.0005  0.0074
Si  5.7742  6.7905  34.9522  -0.0065  0.0015  0.009
Si  9.5962  6.8649  35.0363  -0.0102  -0.0015  0.0027
Si  1.8865  2.7187  36.8219  0.0007  -0.0026  -0.0028
Si  5.7477  2.7195  36.7907  0.003  0.0037  -0.0006
Si  9.6259  2.7411  36.8831  -0.0017  -0.0394  -0.0247
Si  -0.0304  4.1037  36.8401  -0.0031  0.0014  0.0097
Si  3.8086  4.0973  36.8125  -0.0045  0.0011  0.0047
Si  7.6796  4.0682  36.8687  0.0038  0.0048  0.0057
Si  1.9668  8.2045  36.7882  0.0008  -0.0041  0.006
Si  5.7951  8.2075  36.8465  -0.0013  -0.0034  -0.0078
Si  9.6595  8.2725  36.8908  0.0004  -0.0072  0.0068
Si  0.0373  9.5636  36.855  -0.0016  0.0049  -0.0059
Si  3.8854  9.6127  36.7747  -0.001  0.0078  0.0005
Si  7.7  9.592  36.8257  0.0067  -0.0005  0.0081
Si  0  0  38.7659  0.1002  0.086  0.109
Si  3.8672  0  38.7659  0.0317  0.0146  -0.1635
Si  7.7343  0  38.7659  -0.0606  0.158  -0.0471
Si  1.9336  1.3673  38.7659  -0.0743  -0.0459  0.0021
Si  5.8008  1.3673  38.7659  -0.0981  -0.0339  -0.1654
Si  9.6679  1.3673  38.7659  -0.0122  -0.0687  0.3145
Si  0  5.469  38.7659  -0.0309  0.0278  0.0209
Si  3.8672  5.469  38.7659  -0.0548  -0.0507  -0.083
Si  7.7343  5.469  38.7659  -0.0775  0.0627  0.0476
Si  1.9336  6.8362  38.7659  0.1323  0.0268  -0.2577
Si  5.8008  6.8362  38.7659  -0.0364  -0.0304  0.0863
Si  9.6679  6.8362  38.7659  -0.0209  0.0257  0.1088
Si  1.9565  2.7573  6.7401  0.0023  0.0017  -0.0043
Si  5.8121  2.7073  6.8121  -0.0013  0.0004  -0.001
Si  9.6548  2.7569  6.7452  -0.0032  -0.016  -0.0005
Si  -0.004  4.0774  6.7218  -0.0019  -0.0019  -0.0048
Si  3.9037  4.1052  6.744  -0.0031  -0.0064  -0.0029
Si  7.7179  4.1308  6.797  -0.0016  0.006  -0.0037
Si  1.9611  8.2123  6.7206  -0.0037  0.0012  0.0023
Si  5.8257  8.2012  6.7978  -0.0061  -0.0024  -0.0028
Si  9.7078  8.1714  6.8146  -0.0033  -0.0026  0.0027
Si  0.0192  9.542  6.7362  0.0115  -0.0012  0.0008
Si  3.907  9.5567  6.7547  0.0002  0.0004  -0.0088
Si  7.7729  9.5519  6.793  0.0019  0.0042  -0.0039
Si  0.0586  0.0062  8.6188  -0.0071  -0.0017  0.0025
Si  3.8823  -0.0818  8.719  -0.009  0.0151  -0.0003
Si  7.8052  0.0016  8.7267  -0.0086  0.0099  0.0003
Si  1.9941  1.315  8.5972  0.0089  -0.0119  0.0039
Si  5.8427  1.3136  8.772  0.0124  -0.006  -0.0007
Si  9.7547  1.3655  8.6439  0.0171  0.0111  0.0103
Si  0.0441  5.3521  8.6774  -0.0006  -0.003  0.0181
Si  3.8814  5.4874  8.6478  -0.0122  0.0068  -0.0048
Si  7.7365  5.6147  8.6842  -0.0005  0.0027  0.0049
Si  1.9205  6.7942  8.5835  0.0056  0.0105  0.0098
Si  5.7661  6.9449  8.8248  -0.0041  0.0014  0.0017
Si  9.7455  6.8277  8.812  -0.007  0.0036  -0.0025
Si  3.9002  3.954  10.4259  0.0205  0.0018  0.0118
Si  5.9188  2.8225  10.6175  -0.0127  0.0113  -0.0098
Si  9.7652  2.7737  10.5355  -0.03  0.0186  -0.064
Si  0.246  4.0252  10.6744  0.0074  0.0056  -0.0011
Si  2.0933  2.411  10.6429  -0.0161  -0.0113  -0.0114
Si  7.891  4.1549  10.4691  0.0303  -0.0231  -0.0065
Si  3.6343  9.619  10.7563  -0.0108  -0.0033  -0.0019
Si  5.7259  8.3847  10.8084  0.0232  -0.007  0.0078
Si  9.7002  8.2963  10.7351  -0.0114  0.0266  -0.0124
Si  -0.0106  9.6607  10.5825  -0.0079  -0.0135  -0.0102
Si  1.7548  8.0435  10.5582  -0.0058  -0.0006  0.0028
Si  7.7453  9.6282  10.7104  0.0042  -0.0315  -0.0082
Si  0.5556  -0.5587  12.8068  -0.0016  0.0124  0.007
Si  2.7055  0.4773  12.2229  0.007  0.0092  0.0015
Si  6.1637  2.2967  12.9222  0.0251  -0.0314  -0.0029
Si  4.0818  1.5515  13.8939  0.002  -0.0268  0.0063
Si  10.2868  0.9656  14.9236  -0.0057  -0.0064  -0.0229
Si  8.1705  1.0909  12.7484  -0.0237  0.021  0.0174
Si  3.0156  3.6616  14.1437  -0.0112  0.0201  0.0004
Si  3.315  5.1086  12.3253  -0.0123  -0.0089  0.007
Si  7.6394  4.9845  13.4509  -0.0181  0.0062  0.0077
Si  1.2071  5.9698  11.8257  0.0199  -0.0067  -0.0007
Si  5.63  7.2727  12.8967  -0.0081  -0.0261  -0.0075
Si  10.9977  7.5767  13.495  -0.0024  -0.0008  -0.0101
O  1.2921  3.197  16.9793  0.0007  0.0105  0.0008
O  10.226  7.2386  14.8962  -0.0124  -0.0091  0.0132
O  6.871  6.4135  13.5284  -0.0047  0.0022  -0.0085
O  3.6267  4.5352  15.4018  0.0032  0.0151  0.0116
O  10.0893  10.9607  16.2336  0.0061  -0.0133  0.016
O  7.8736  10.5472  12.107  -0.0064  -0.0077  0
O  11.3721  11.4192  13.8082  -0.0028  0.0014  -0.0004
O  5.3726  8.4192  14.0339  -0.0034  0.0094  0.0308
O  5.0748  5.575  17.3446  0.0005  0.0042  0.0019
O  -2.8002  1.0011  14.2531  -0.0136  -0.0101  0.0011
O  8.2419  4.8886  11.9368  -0.0052  0.0096  0.0196
O  11.9346  8.923  13.5925  -0.0022  -0.0148  -0.0048
O  9.8083  5.4887  28.314  -0.0012  -0.0105  -0.0045
O  5.3644  9.4065  29.5837  0.0061  0.0012  -0.0012
O  1.7774  5.4532  30.78  0.0145  0.0439  0.013
O  2.0395  7.6675  29.3748  -0.0167  -0.0086  -0.0112
O  0.6264  9.8305  28.8031  0.0109  -0.0001  0.0087
O  12.7944  1.2698  27.8246  -0.0259  0.0218  -0.025
O  0.3488  3.2109  30.2326  0.0015  -0.0088  -0.0096
O  6.9026  4.8008  29.4472  0.0024  -0.0065  -0.0061
O  6.9885  7.4123  29.1997  0.0033  0.0026  -0.0068
O  3.7818  -0.6217  31.4686  -0.0045  0.0081  -0.0018
O  10.962  7.569  29.466  0.0411  0.0064  -0.0009
O  7.9773  9.9253  29.5883  -0.0179  -0.0323  -0.035
Si  5.2735  4.1842  18.1709  -0.0028  -0.0005  -0.0031
Si  9.0484  10.8602  17.4867  0.0039  0.0089  0.0001
Si  3.0653  2.0917  25.0741  0.0042  0.0012  0.0031
Si  6.7944  8.9938  28.9216  0.0069  -0.0015  0.0052
Si  0.2496  3.1433  20.2563  0.0072  0.0097  0.0002
Si  2.0102  5.8504  22.0563  -0.0043  -0.0017  0.0079
Si  11.1508  6.263  23.5286  0.0035  0.0066  -0.002
Si  4.2536  7.9358  22.5875  -0.001  -0.0046  0.0053
Si  9.6868  4.0329  27.5706  -0.0017  -0.0094  0.0061
Si  10.5646  11.1678  24.9457  0.0103  -0.0051  0.0194
Si  12.0642  2.2315  26.7347  -0.0012  -0.029  0.0092
Si  0.6503  8.2017  28.6628  -0.0161  0.0232  0.0052
Si  8.9606  6.2683  18.5861  -0.0003  -0.0029  -0.003
Si  4.7816  9.4572  19.9937  -0.0045  -0.0068  -0.0059
Si  2.6645  11.0169  18.5728  -0.0018  0.0015  -0.0037
Si  4.6171  12.2578  20.3232  -0.0063  0.0031  -0.0023
Si  4.0295  3.5772  22.4787  -0.0017  -0.001  -0.0032
Si  7.4253  11.6371  24.4899  0.0037  0.0001  0.0008
Si  8.2916  13.2849  22.3642  0.0007  0.0004  0.0014
Si  5.8195  -0.9194  26.3266  0.0071  -0.0049  0.0006
Si  3.3289  9.7884  24.8458  -0.0073  -0.0027  0.0004
Si  0.4603  8.5358  25.5897  -0.0018  0.006  -0.0267
Si  11.1691  1.1008  22.0738  0.0043  0.002  -0.001
Si  4.2277  11.3614  15.9935  -0.0066  -0.0156  -0.0026
Si  7.2024  3.2499  29.0388  -0.0058  -0.0135  -0.0102
Si  4.8542  8.3585  15.5788  -0.0099  0.0124  -0.0219
Si  11.3386  0.3474  19.3865  0.0037  0.0019  0.0002
Si  11.9871  3.4837  15.6437  0.0083  -0.0069  0.0018
Si  2.2384  3.9851  18.0579  -0.0047  -0.0098  0.0002
Si  6.9876  8.5779  17.8889  -0.0072  -0.01  0.0017
Si  3.6823  5.7532  16.4914  0.0036  -0.0114  -0.0111
Si  6.3019  5.678  23.1029  -0.0018  0.0027  0.0024
Si  5.7455  2.0123  26.5859  0.0058  0.0058  0.0085
Si  9.8788  -5.1717  15.5454  -0.0028  0.0075  -0.0055
Si  8.7144  4.5996  24.6221  0.0048  0.001  0.001
Si  6.5035  12.594  17.732  -0.0016  0.0049  -0.0017
Si  7.2313  4.5758  20.4609  -0.0014  -0.0047  -0.0011
Si  11.1056  6.0386  20.656  0.0019  0.0033  0.004
O  4.6202  2.489  21.4281  -0.0005  -0.0003  0.0025
O  10.4918  6.6404  22.0634  0.0003  -0.0004  0.0064
O  6.0871  9.277  19.0463  0.0026  -0.0018  -0.0023
O  2.8703  7.0905  22.6321  -0.0002  -0.0028  -0.0049
O  5.4803  7.0815  23.2673  -0.0002  -0.0024  -0.0025
O  3.4866  9.6466  18.9805  0.0039  0.0019  0.0036
O  -0.7339  4.4075  20.5771  -0.0006  -0.0002  0.0007
O  10.0986  5.3939  24.3696  -0.0132  -0.0039  0.0043
O  4.0952  9.7596  15.7838  0.0116  0.0105  -0.0018
O  4.612  8.2081  21.0163  0.0028  0.0081  -0.0055
O  9.2488  5.9504  17.0266  -0.0034  0.0017  0.0099
O  8.0912  9.583  17.2635  -0.0045  -0.0052  -0.0022
O  5.7901  1.522  19.1975  0.0006  0.0013  -0.0002
O  3.7941  3.4545  18.2076  0.0008  0.0036  -0.0001
O  1.9292  9.0539  25.1558  -0.0265  -0.0137  0.0067
O  11.0073  9.7753  25.6457  0.0224  0.0109  -0.0131
O  4.9507  10.7816  20.9433  -0.0001  0  0.0012
O  8.6949  14.2678  23.6021  -0.0005  0.0006  -0.0019
O  3.0174  4.6159  21.7309  -0.0024  0.0007  0.0098
O  6.3538  3.2465  17.3709  -0.0001  -0.0002  0.0024
O  3.0864  0.4659  24.875  0.0026  0.0001  0.0055
O  9.6281  1.5851  21.8628  -0.0018  0.0008  0.0045
O  9.9832  -0.3127  18.7983  -0.003  -0.0014  0.0039
O  4.3225  13.4898  26.0096  -0.0123  -0.0072  -0.0074
O  -0.0917  7.5478  24.4381  0.0104  0.0219  0.0237
O  6.5249  -0.6079  24.8763  0.005  0.0001  -0.0024
O  8.9692  0.2529  24.7067  0.0143  -0.0028  0.0026
O  8.7835  3.0667  28.5645  0.0075  0.0145  -0.0002
O  7.2555  12.1457  22.9448  0.0016  -0.0009  0.0024
O  3.7095  7.2047  15.7879  0.0062  0.0042  -0.0027
O  3.0441  11.6316  17.1006  -0.0035  -0.001  0.0014
O  5.2769  4.4012  23.1397  -0.001  -0.0009  -0.0011
O  7.3821  5.5166  24.3286  0.0052  -0.0076  0.0016
O  5.7948  4.5007  19.683  0.0026  -0.0004  0.0006
O  11.2016  1.9924  19.2814  -0.0026  0.0006  0.0002
O  14.0061  5.5436  17.5187  -0.0036  0.0012  0.0029
O  7.1002  5.6746  21.6662  0.0007  -0.0028  -0.0014
O  6.9195  1.9389  25.4421  0.0061  -0.0051  -0.0006
O  12.6623  -0.1795  18.5954  -0.0005  0.0013  0.0007
O  8.3715  4.9663  19.3727  0.0002  0.0029  0.0013
O  8.8233  4.1685  26.1894  0.0009  0.0019  -0.0062
O  11.4678  10.8679  20.969  0.0003  -0.005  -0.0003
O  1.1332  6.3138  20.7326  -0.0022  0.0008  0.0049
O  5.5681  11.4216  27.1357  0.0011  -0.0005  -0.0017
O  3.9454  9.3109  23.4086  -0.0007  0.0028  0.0053
O  1.5446  3.7831  19.5058  -0.0042  -0.0006  -0.0013
O  10.8847  1.434  25.9671  0.0291  0.0045  -0.0032
O  3.1028  12.1423  19.6861  0.0003  -0.0025  0.0011
O  10.3404  6.716  19.3774  -0.0059  0.0013  -0.0035
O  6.0692  8.1128  16.6298  0.008  0.0043  0.0039
O  11.4026  0.4904  23.5587  -0.0019  -0.0041  0.0108
O  7.6214  3.1315  21.1156  0  0.0007  0.0008
O  13.2689  2.6541  25.7164  0.0057  -0.0119  0.0073
O  6.1973  3.0028  27.7698  0.0012  -0.0037  -0.0053
O  3.2109  2.7925  23.6271  0.0002  -0.0043  0.006
O  11.2313  3.4967  27.3606  0.0028  -0.0151  -0.01
O  5.7088  11.6905  16.6294  0.0042  -0.0053  -0.0025
O  0.5665  7.8271  27.0679  -0.0036  0.0038  -0.011
O  8.0781  1.2343  17.7063  -0.0027  -0.0008  0.0009
O  0.9281  5.4228  23.2199  0.0013  0.0099  -0.0069
O  4.3849  9.3212  26.0126  -0.0062  -0.0009  -0.0021
O  12.9949  -7.541  14.3589  -0.0088  0  -0.0062
O  12.1508  2.3787  21.6952  0.0006  -0.0007  -0.0005
O  7.7857  7.3833  18.6401  -0.0026  0.0071  -0.0022
O  9.887  -3.2728  12.2829  0.0086  -0.0089  0.0224
O  6.773  -1.8145  27.2908  -0.0033  0.0014  -0.011
O  10.7921  2.4035  15.474  0.0094  0.0252  0.0017
O  3.2103  -0.3006  28.8016  -0.002  -0.0015  0.0075
O  15.9068  17.2658  12.8268  0.0227  0.0165  -0.0019
O  9.3448  1.8453  11.8628  0.0041  -0.0067  0.0395
O  11.2644  4.9334  15.7323  0.0042  -0.0028  -0.0033
O  8.824  4.9693  14.5727  0.0078  0.0012  0.0002
O  6.5873  3.7436  13.6857  0.0113  0.0253  -0.0131
O  1.623  11.7767  30.3717  0.0229  -0.0003  -0.0061
O  -6.4677  1.116  30.0508  -0.0123  -0.0125  -0.0017
O  11.9917  6.3097  13.2281  -0.0031  0.0031  -0.0049

Results
free energy: -180196.505 eV
free energy less fixed offsets of O -568.88, Si -635.61 eV per atom: -0.165 eV

The program warned: the cutoff lies below the one the program advises for these potential files; the exchange-correlation potential is rough where the density is thin.
